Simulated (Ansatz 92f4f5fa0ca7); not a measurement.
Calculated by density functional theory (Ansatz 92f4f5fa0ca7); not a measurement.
Periodic cell of 240 atoms, Si143O91B6, from a study of silicon, its oxide and their interface. The atomic structure is a simulated model.
Doubt: the cutoff is far below the 930 eV that the study's wrapper takes by default for these files, so forces and energies are approximate.

Settings: functional PBE; potential files Ansatz PAW; basis plane waves; wave-function cutoff 580 eV; density cutoff ratio 5; exchange-correlation grid ratio 1; k mesh 1 x 1 x 1, Gamma-centred; self-consistency stop 5e-08 eV per atom in the density residual; occupations fixed; spin none; net charge 0.

Cell vectors (angstrom)
a, 11.6015, 0, 0
b, 0, 10.938, 0
c, 0, 0, 31.7189

Atoms: element, x, y, z (angstrom)
Si, 0.5033, 0.0259, 23.2705
B, 3.7751, 0.3129, 23.7399
Si, 7.8389, 0.0397, 23.1815
B, 2.2669, 0.9472, 23.7622
Si, 5.5925, 1.133, 23.2438
Si, 9.9851, 1.205, 23.2063
Si, -0.0657, 5.1393, 23.1692
B, 3.6761, 5.8351, 23.3792
Si, 7.4913, 5.4414, 22.869
Si, 1.8413, 6.6263, 22.9221
Si, 5.4838, 6.7206, 23.0368
Si, 9.5952, 6.4754, 23.2622
Si, 2.0747, 2.6024, 24.9481
Si, 5.7065, 2.7675, 24.9741
Si, 9.7087, 2.7049, 24.9916
Si, 11.7119, 3.8904, 25.0971
Si, 3.8125, 4.2667, 24.7939
Si, 7.7049, 3.9948, 24.8028
Si, 2.0126, 8.0678, 24.9372
Si, 5.7721, 8.1949, 24.9328
Si, 9.7097, 8.1695, 24.9329
Si, 11.7125, 9.4485, 25.0301
Si, 3.861, 9.6032, 24.9523
Si, 7.7556, 9.4877, 24.9866
Si, 11.6226, -0.0235, 26.8914
Si, 3.8721, -0.0263, 26.9346
Si, 7.6996, -0.0104, 26.879
Si, 1.9676, 1.3299, 26.9384
Si, 5.7634, 1.3812, 26.8956
Si, 9.6516, 1.3223, 26.8967
Si, 11.6518, 5.4457, 26.8843
Si, 3.8891, 5.4473, 26.8791
Si, 7.7357, 5.4247, 26.7838
Si, 1.9802, 6.8025, 26.9131
Si, 5.8067, 6.8233, 26.8646
Si, 9.6949, 6.7957, 26.8652
Si, 1.9336, 2.7345, 28.8196
Si, 5.8008, 2.7345, 28.8196
Si, 9.6679, 2.7345, 28.8196
Si, 0, 4.1018, 28.8196
Si, 3.8672, 4.1018, 28.8196
Si, 7.7343, 4.1018, 28.8196
Si, 1.9336, 8.2035, 28.8196
Si, 5.8008, 8.2035, 28.8196
Si, 9.6679, 8.2035, 28.8196
Si, 0, 9.5708, 28.8196
Si, 3.8672, 9.5708, 28.8196
Si, 7.7343, 9.5708, 28.8196
Si, 0, 0, 30.7532
Si, 3.8672, 0, 30.7532
Si, 7.7343, 0, 30.7532
Si, 1.9336, 1.3673, 30.7532
Si, 5.8008, 1.3673, 30.7532
Si, 9.6679, 1.3673, 30.7532
Si, 0, 5.469, 30.7532
Si, 3.8672, 5.469, 30.7532
Si, 7.7343, 5.469, 30.7532
Si, 1.9336, 6.8362, 30.7532
Si, 5.8008, 6.8362, 30.7532
Si, 9.6679, 6.8362, 30.7532
Si, 1.9336, 2.7345, 0.9679
Si, 5.8008, 2.7345, 0.9679
Si, 9.6679, 2.7345, 0.9679
Si, 0, 4.1018, 0.9679
Si, 3.8672, 4.1018, 0.9679
Si, 7.7343, 4.1018, 0.9679
Si, 1.9336, 8.2035, 0.9679
Si, 5.8008, 8.2035, 0.9679
Si, 9.6679, 8.2035, 0.9679
Si, 0, 9.5708, 0.9679
Si, 3.8672, 9.5708, 0.9679
Si, 7.7343, 9.5708, 0.9679
Si, 11.5582, 0.0749, 2.8331
Si, 3.8715, 0.0621, 2.8757
Si, 7.7142, 0.0366, 2.8721
Si, 1.9128, 1.3973, 2.9179
Si, 5.7995, 1.4054, 2.8909
Si, 9.6294, 1.4018, 2.8846
Si, 11.5678, 5.4461, 2.9399
Si, 3.8959, 5.4782, 2.9303
Si, 7.7416, 5.4634, 2.9315
Si, 1.9194, 6.8048, 2.856
Si, 5.823, 6.8839, 2.9669
Si, 9.6583, 6.8527, 2.913
Si, 1.9061, 2.7592, 4.9172
Si, 5.8291, 2.7137, 4.8602
Si, 9.6569, 2.5708, 4.9579
Si, 11.5181, 4.0788, 4.9092
Si, 3.874, 4.0834, 4.8642
Si, 7.7673, 4.0643, 4.8682
Si, 1.9158, 8.4432, 4.5378
Si, 5.821, 8.3199, 4.9114
Si, 9.6138, 8.3225, 4.7838
Si, 11.5414, 9.7039, 4.7534
Si, 3.8808, 9.6945, 4.8216
Si, 7.7492, 9.7769, 4.9156
Si, 11.6791, 0.2805, 6.6603
Si, 3.6208, 0.207, 6.7493
B, 8.0394, 0.389, 6.2746
B, 1.8762, 1.2274, 6.1914
Si, 6.0927, 1.2769, 6.7835
B, 9.6344, 0.9372, 6.3053
Si, 11.511, 5.7571, 6.6342
Si, 3.6577, 5.6412, 6.6384
Si, 7.6892, 5.4851, 6.7958
Si, 1.8191, 7.0758, 6.3427
Si, 5.7313, 6.8872, 6.8435
Si, 9.4862, 7.0714, 6.7807
O, 0.3138, 5.0901, 8.117
O, 5.8546, 7.9119, 8.1862
O, 7.8205, 4.4367, 8.1271
O, 6.1987, 2.2683, 8.1256
O, 3.1056, 4.8954, 8.0634
O, 3.1799, 10.2565, 8.1211
O, 1.8228, 7.9828, 7.7306
O, 9.2331, 8.2729, 7.9727
O, 0.4813, 10.2869, 8.0185
O, 11.2686, 4.2081, 21.8031
O, 7.5648, 5.11, 21.2085
O, 8.1183, 10.1938, 21.7306
O, 10.1097, 1.8182, 21.6677
O, 10.0511, 6.713, 21.679
O, 1.5247, 7.6385, 21.6073
O, 5.6546, 7.591, 21.6114
O, 5.4407, 1.9839, 21.832
O, 0.6686, 10.1772, 21.8237
Si, 1.8057, 9.4167, 8.487
Si, 3.9411, 5.2321, 9.4253
Si, 5.3097, 7.7715, 9.7264
Si, 11.5052, 0.5394, 13.7934
Si, 0.8008, 2.6894, 18.2331
Si, 7.6908, 6.74, 11.4449
Si, 8.3247, 4.4381, 16.744
Si, 9.7805, 8.2847, 9.5262
Si, 2.471, 3.7105, 11.736
Si, 10.102, 11.1362, 10.937
Si, 4.917, 1.0923, 15.4071
Si, 11.3294, 3.0713, 11.011
Si, 0.0563, 5.7075, 9.5964
Si, 5.9859, 3.7756, 14.6444
Si, 6.6206, 3.6317, 8.9144
Si, 2.9248, 1.106, 13.0077
Si, 11.7401, 4.5674, 13.4502
Si, 8.1748, 8.7699, 13.6706
Si, 7.5672, 0.6192, 12.2114
Si, 9.7073, 7.4383, 20.2887
Si, 7.6778, 10.4633, 20.1805
Si, 1.5551, 7.7547, 11.1325
Si, 11.1173, 7.5481, 13.3643
Si, 6.4776, 7.9369, 20.2535
Si, 3.8731, 5.7146, 15.5313
Si, 5.8325, 1.9311, 20.2629
Si, 10.5801, 3.1129, 20.8066
Si, 0.7504, 8.8854, 20.8478
Si, 1.2663, 9.0316, 15.2335
Si, 2.4205, 9.1701, 18.1629
Si, 0.8359, 5.1831, 16.3557
Si, 8.9951, 9.9244, 17.6064
Si, 10.1636, 1.7027, 16.2954
Si, 3.6158, 8.1209, 13.5244
Si, 4.8412, 10.1026, 11.7731
Si, 3.6086, 1.1471, 18.1739
Si, 4.8109, 7.3382, 17.7952
Si, 10.0818, 6.8625, 17.3814
Si, 7.3327, 3.6852, 11.9567
Si, 7.7369, 4.1887, 19.8376
Si, 6.4675, 9.3842, 16.1194
O, 8.1065, 7.7574, 20.3173
O, 10.3045, 9.7644, 10.0366
O, 1.3474, 2.9916, 10.7772
O, 0.9982, 4.1852, 17.6276
O, 9.7435, 8.4863, 17.2294
O, 7.877, 2.2189, 12.5903
O, 6.3391, 9.5333, 19.9303
O, 7.4576, 7.5973, 12.8021
O, 3.4061, -0.0362, 11.9189
O, 10.5786, 1.541, 14.7099
O, 8.7506, 7.6439, 10.6008
O, 7.999, 10.3622, 13.2726
O, 0.3262, 10.2834, 14.8131
O, 8.9887, 10.2379, 19.2172
O, 4.1509, 6.8501, 14.3854
O, 9.2165, 3.5363, 20.0233
O, 10.8353, 4.4769, 10.3127
O, 4.422, 1.6391, 16.8545
O, 2.7923, 7.6445, 12.1946
O, 11.7446, 4.3883, 15.0803
O, 9.757, 8.3687, 13.6872
O, 2.2865, 5.6708, 15.8316
O, 4.4875, 4.3141, 14.9944
O, 1.3591, 6.2387, 10.4635
O, 10.8406, 8.6058, 20.2836
O, 0.5095, 7.7069, 14.6479
O, 9.9484, 6.5013, 18.9752
O, 6.2963, 6.8384, 10.6267
O, 7.4741, 8.6053, 15.1192
O, 7.3951, 9.8595, 17.3478
O, 7.1686, 1.046, 19.9801
O, 11.5135, 1.8301, 17.1875
O, 9.2016, 3.0304, 16.5557
O, 11.011, 3.3345, 12.6206
O, 2.7164, 9.0862, 14.4909
O, 5.9909, 0.3261, 11.8874
O, 6.2268, 4.1396, 13.068
O, 5.0404, 9.2519, 10.3796
O, 1.462, 9.0089, 16.8451
O, 6.3067, 3.4022, 19.8128
O, 5.428, 4.7195, 9.008
O, 0.1057, 2.736, 19.6983
O, 4.6224, 5.9635, 16.9609
O, 5.7201, 10.6339, 15.4405
O, 6.9552, 3.2005, 10.4471
O, 5.3312, 8.4166, 16.7097
O, 8.4761, 11.2815, 10.8876
O, 9.1453, 5.8483, 16.4838
O, 10.9218, 7.1386, 9.4307
O, 3.3274, 10.5018, 17.9797
O, 7.7674, 4.6627, 18.2662
O, 3.9527, 6.8598, 9.647
O, 7.1335, 4.4067, 15.6228
O, 10.6984, 1.6696, 10.4252
O, 0.2206, 8.1421, 12.0164
O, 3.3741, 2.5672, 12.4515
O, 1.3073, 1.1544, 13.2168
O, 10.9044, 5.9432, 13.1389
O, 8.1109, 5.1571, 11.708
O, 4.5329, 1.4025, 19.4734
O, 5.9824, 2.1612, 14.8142
O, 2.2437, 1.9806, 18.3871
O, 4.8902, 9.0136, 13.0056
O, 5.8502, 7.0723, 19.0197
O, 3.3731, 7.8617, 18.352
O, -0.0055, 6.4662, 16.9211
O, 9.527, 0.2613, 16.7502
O, 3.5093, 4.5141, 10.7996
O, 1.69, 4.615, 12.876
O, 10.6857, 0.0332, 12.464
O, 3.6213, 0.8968, 14.454
O, 1.5678, 9.3234, 19.5189
O, 1.759, 8.9934, 10.0748

Results
free energy: -143584.316 eV
free energy less fixed offsets of B -154.04, O -568.88, Si -635.61 eV per atom: 0.234 eV

Forces (eV/angstrom), in the order of the atoms: element, x, y, z
Si, 0.0106, 0.0123, -0.013
B, -0.005, 0.0011, 0.0102
Si, 0.011, 0.0181, -0.0195
B, 0.0119, -0.0071, -0.0003
Si, -0.0194, -0.0257, 0.0101
Si, -0.0065, -0.0155, -0.0078
Si, 0.0017, 0.0107, -0.0052
B, 0.0217, -0.0158, 0.0062
Si, 0.0082, -0.0048, 0.0046
Si, -0.0053, 0.005, 0.0006
Si, -0.0036, -0.0125, 0.0022
Si, 0.0008, -0.0066, -0.0194
Si, -0.0054, -0.0035, -0.007
Si, 0.0073, 0.0085, -0.0006
Si, 0.0047, 0.0042, 0.0002
Si, 0.0154, -0.009, 0.0066
Si, 0.001, 0.0236, -0.0034
Si, -0.0045, -0.0032, 0.0026
Si, -0.0082, 0.0062, 0.0001
Si, -0.0105, 0.0051, 0.0037
Si, 0.0018, 0.0055, 0.0032
Si, -0.0103, -0.0085, 0.0035
Si, -0.0004, 0.0127, -0.0148
Si, -0.013, -0.0099, 0.0019
Si, -0.0092, 0.0047, -0.0003
Si, -0.0045, 0.0029, -0.0138
Si, -0.001, -0.0029, 0.0005
Si, 0.0021, -0.0003, -0.0072
Si, 0.0043, -0.0067, -0.005
Si, 0.0022, -0.0002, 0.0001
Si, -0.0017, 0.0011, -0.0035
Si, -0.0012, -0.0099, -0.0103
Si, 0.0056, 0.0009, -0.0033
Si, -0.0014, -0.0021, -0.0004
Si, 0.0026, -0.0019, 0.0033
Si, -0.003, -0.0014, -0.0007
Si, 0.0139, 0.0644, 0.1933
Si, -0.0383, -0.0145, 0.1729
Si, 0.0104, -0.0938, -0.0581
Si, 0.0496, -0.048, 0.0744
Si, 0.0735, -0.1543, -0.0413
Si, -0.0145, -0.018, -0.4314
Si, 0.0412, -0.0132, 0.0149
Si, 0.032, -0.1027, -0.0406
Si, 0.0112, -0.1434, -0.2088
Si, 0.0439, -0.0347, 0.0858
Si, 0.0501, -0.2586, 0.308
Si, -0.1092, -0.0265, -0.0305
Si, 0.0006, -0.0324, -0.0048
Si, -0.0042, -0.003, 0.0021
Si, 0.0155, 0.0294, 0.0237
Si, 0.0203, -0.0687, 0.0054
Si, 0.0206, -0.0246, 0.0082
Si, -0.0121, -0.0399, 0.0353
Si, 0.0067, 0.0326, 0.0341
Si, -0.0152, 0.0963, 0.0048
Si, -0.0091, 0.139, 0.0267
Si, 0.003, 0.0542, -0.0957
Si, -0.0074, -0.0806, -0.0454
Si, -0.0099, -0.0202, -0.0032
Si, -0.01, 0.1689, 0.0811
Si, 0.0377, 0.1928, -0.1158
Si, -0.0822, 0.2578, -0.1177
Si, -0.073, 0.0566, 0.1008
Si, 0.0786, 0.0994, 0.0892
Si, 0.0049, 0.0601, 0.0079
Si, -0.0298, -0.1106, -0.2595
Si, 0.07, -0.0368, 0.2108
Si, -0.023, 0.0074, 0.0256
Si, -0.0267, 0.0326, -0.0853
Si, -0.0062, 0.0751, 0.1161
Si, -0.0166, -0.0392, -0.0135
Si, -0.0018, -0.0006, 0.004
Si, 0.0015, -0.0037, -0.0017
Si, -0.0032, -0.0026, 0.0049
Si, -0.0024, 0.0026, 0.0036
Si, 0, -0.0059, 0.0015
Si, 0.0003, 0.0024, 0.0087
Si, -0.0024, 0.0008, 0.0018
Si, -0.0026, 0.0019, 0.0016
Si, -0.0015, 0.0041, -0.0044
Si, 0.0028, -0.0052, 0.0014
Si, -0.0001, -0.0013, -0.0001
Si, -0.0031, -0.0009, 0.0034
Si, -0.0033, -0.0137, 0.0114
Si, -0.0035, 0.0044, -0.0043
Si, 0.0094, -0.0176, 0.0052
Si, 0.0001, 0.0055, 0.0004
Si, 0.0022, 0.0032, 0.0001
Si, -0.0042, 0.0085, 0.0012
Si, 0.0027, -0.0037, -0.0046
Si, 0.008, -0.0016, 0.0025
Si, -0.0062, -0.0042, -0.0029
Si, 0.0042, 0.0085, 0.005
Si, 0.007, 0.0015, 0.0049
Si, 0.0046, -0.0031, -0.0065
Si, -0.0032, -0.014, -0.0015
Si, 0.0177, 0.0095, 0.0067
B, 0.0051, 0.0182, 0.0065
B, -0.0063, 0.0074, -0.0113
Si, -0.0042, -0.0253, 0.0116
B, -0.0212, 0.007, -0.0091
Si, -0.0036, 0.0002, -0.0046
Si, -0.0028, 0.0001, -0.0032
Si, 0.0015, 0.003, -0.0112
Si, 0.0032, -0.0005, 0.0012
Si, 0.001, 0.0038, -0.0046
Si, -0.0025, -0.0014, -0.0085
O, 0.0008, 0.001, 0.0054
O, -0.0026, 0.004, 0.0045
O, 0.0078, -0.0049, 0.0023
O, -0.015, -0.0126, -0.0114
O, 0.0004, -0.0021, 0.0039
O, 0.002, 0.0088, -0.0041
O, 0.0026, 0.0043, 0.0026
O, 0.0007, 0.0026, 0.0025
O, -0.0008, 0.0087, -0.005
O, -0.0076, -0.0112, -0.0059
O, -0.003, -0.0033, -0.0122
O, -0.0032, 0.0014, 0.0105
O, 0.0029, 0.0046, 0.0057
O, -0.0101, 0.0151, -0.0157
O, -0.0011, 0.0046, 0.0003
O, 0.0057, 0.0091, -0.0082
O, 0.0012, 0.0131, 0.0031
O, -0.0003, -0.005, 0.0051
Si, 0.0005, -0.0122, 0.0013
Si, -0.0029, -0.0024, 0.0011
Si, 0.0003, 0.0023, 0.0021
Si, -0.0018, 0.0003, 0.0049
Si, -0.0023, 0.0007, -0.0016
Si, -0.0008, 0.0017, 0.0074
Si, -0.002, 0.0014, 0.0026
Si, -0.0005, 0.0008, 0.0036
Si, 0.001, 0, 0.0029
Si, -0.0027, -0.0023, 0.0066
Si, 0.0031, 0.0005, -0.0025
Si, 0, 0.0035, 0.0064
Si, -0.0001, -0.0028, 0.0051
Si, 0, -0.0008, 0.003
Si, 0.0119, 0.003, 0.011
Si, 0.0005, -0.0024, 0.0018
Si, 0.0002, -0.0006, 0.004
Si, -0.003, -0.0002, 0.0041
Si, -0.002, 0.0006, 0.0027
Si, 0.0128, -0.0029, 0.0108
Si, 0.0006, 0.0019, 0.0004
Si, 0.0009, 0.0044, 0.0042
Si, -0.0004, 0.0011, 0.0025
Si, 0.0017, 0.0059, -0.0097
Si, -0.0011, 0.0012, 0.0016
Si, -0.002, -0.0073, -0.0179
Si, -0.0006, 0.002, 0.0004
Si, -0.0056, 0.006, -0.0095
Si, -0.0003, 0.0002, 0.0041
Si, -0.0058, 0.0041, 0.0018
Si, -0.0013, 0.0017, 0.0026
Si, 0.0018, -0.0027, 0.0034
Si, -0.001, 0.0014, 0.0006
Si, -0.002, -0.0011, 0.0023
Si, 0.0011, -0.0009, 0.0022
Si, 0.0025, -0.0057, -0.0065
Si, -0.0004, -0.0005, -0.0016
Si, 0.001, -0.0006, 0.0033
Si, 0.0006, -0.0023, 0.0033
Si, -0.0039, 0.0019, -0.0017
Si, 0.0034, 0.0017, 0.0032
O, 0.006, -0.0018, 0.0045
O, -0.002, 0.0018, -0.0007
O, -0.0009, 0.0005, -0.0019
O, -0.0009, -0.0011, 0.0003
O, -0.0012, 0.0013, -0.0043
O, 0.0002, -0.0007, -0.0022
O, -0.0015, -0.0021, 0.0012
O, -0.0019, -0.0001, -0.0014
O, -0.0022, 0.0015, -0.0013
O, -0.0015, -0.0006, -0.005
O, 0.0021, 0.001, -0.0044
O, -0.0011, 0.0005, -0.0024
O, 0.0005, -0.0009, -0.0038
O, 0.0015, -0.0021, 0.0023
O, -0.0024, -0.0005, -0.0027
O, 0.0034, -0.0008, 0.0044
O, 0.0021, 0.0018, -0.0044
O, 0.002, 0.0029, 0.0036
O, 0.002, -0.0001, 0.0002
O, -0.0013, 0.0001, -0.0018
O, 0.0013, 0, -0.0013
O, -0.0003, 0, -0.0021
O, -0.0006, 0, -0.0008
O, -0.0028, 0.0003, -0.004
O, -0.0082, -0.0183, 0.0148
O, -0.0007, 0.0006, -0.0016
O, -0.0025, 0.0086, 0.0063
O, -0.0012, -0.0011, -0.0042
O, -0.001, -0.0002, -0.0031
O, -0.0051, 0.0003, -0.0038
O, -0.0019, -0.0022, 0.0018
O, 0.002, 0.0003, 0.001
O, -0.0007, 0.0005, -0.0008
O, -0.0005, -0.0002, -0.0031
O, -0.0007, -0.0016, -0.0023
O, 0.0004, -0.0008, -0.0023
O, 0.0001, 0.0004, -0.0025
O, -0.0002, 0.0024, -0.0031
O, -0.0026, 0.0019, -0.0057
O, 0.006, 0.0105, 0.0006
O, -0.0118, 0.0114, -0.0023
O, 0.0008, 0.001, 0.0031
O, 0.0006, -0.0015, -0.0014
O, 0.0001, -0.0029, -0.0041
O, -0.0005, -0.0031, -0.0008
O, -0.0018, 0.0002, -0.001
O, -0.0017, 0.0008, -0.0032
O, -0.0015, -0.0035, 0.0002
O, 0.0003, -0.003, -0.002
O, -0.0005, -0.0013, 0.0029
O, -0.0003, -0.002, -0.0012
O, 0, 0.0005, -0.0041
O, 0.0007, 0.0004, 0.0007
O, -0.0019, -0.0008, -0.0053
O, -0.0012, -0.0003, -0.0025
O, -0.0016, 0.0008, -0.0037
O, -0.0016, 0.0006, -0.0023
O, -0.0018, 0.0003, -0.0034
O, 0.0005, -0.0022, -0.0026
O, 0.0004, 0.0014, 0.0152
O, -0.0013, -0.0001, -0.002
O, -0.0063, 0.0039, 0.002
O, -0.0012, 0.0005, -0.0014
O, -0.0047, -0.0036, 0.0003
O, -0.0002, -0.0031, 0.0019
O, -0.0007, -0.0009, -0.003
O, -0.0002, 0.0019, -0.0007
O, -0.0037, -0.0017, 0.0011
O, -0.0011, -0.0005, -0.003
O, -0.0008, 0.0007, -0.0018
O, -0.0045, 0.0019, -0.0029
O, 0.0007, -0.0029, 0.0021
O, -0.0001, -0.0038, 0.0053

The program warned: the cutoff lies below the one the program advises for these potential files; the exchange-correlation potential is rough where the density is thin.
